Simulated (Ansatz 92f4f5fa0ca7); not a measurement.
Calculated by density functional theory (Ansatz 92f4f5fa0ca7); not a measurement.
Periodic cell of 220 atoms, Si132O88, from a study of silicon, its oxide and their interface. The atomic structure is a simulated model.
Doubt: the cutoff is far below the 930 eV that the study's wrapper takes by default for these files, so forces and energies are approximate.
This geometry differs little from another in the collection (a relaxation step or a small displacement).

Settings: functional PBE; potential files Ansatz PAW; basis plane waves; wave-function cutoff 580 eV; density cutoff ratio 5; exchange-correlation grid ratio 1; k mesh 1 x 1 x 1, Gamma-centred; self-consistency stop 5e-08 eV per atom in the density residual; occupations fixed; spin none; net charge 0.

Cell vectors (angstrom)
a 10.938 0 0
b 0 10.938 0
c 0 0 33.2964

Atoms and the computed forces on them: element, x, y, z (angstrom), force x, y, z (eV/angstrom)
Si -0.2059 0.1941 25.7317 -0.0129 0.0114 0.017
Si 5.9692 -0.5546 25.7536 0.0177 -0.013 -0.029
Si 2.8553 2.7986 25.826 0.0134 -0.0016 -0.0256
Si 8.3422 2.3182 25.9036 -0.0105 -0.0326 -0.0314
Si -0.4832 6.0013 25.7096 -0.0057 0.018 -0.0266
Si 5.3652 5.6889 25.7775 -0.0132 0.0059 0.0048
Si 3.0135 7.8369 25.8072 0.017 -0.0133 -0.0139
Si 8.2245 8.2198 26.1336 0.0195 -0.0162 -0.0025
Si 1.4187 1.3565 27.0476 -0.001 0.0002 0.0029
Si 6.863 1.14 27.221 0.0034 0.0078 0.0221
Si 4.225 4.1056 27.162 -0.0057 -0.005 0.0027
Si 9.5225 4.1244 26.9705 0.0099 0.0123 0.031
Si 1.3269 6.7916 27.104 -0.0016 -0.0056 0.0198
Si 6.8112 6.7976 27.2749 -0.0031 0.0042 0.0117
Si 4.1806 9.4687 27.0663 -0.0007 0.003 0.0174
Si 9.6868 9.6212 27.2422 -0.0016 -0.0014 0.0037
Si 2.7723 -0.0379 28.4364 0.0003 0.0034 -0.0006
Si 8.2649 -0.0621 28.6104 -0.0001 -0.0038 -0.0095
Si 0.0131 2.7653 28.4183 0.0075 -0.0123 0.0128
Si 5.528 2.6666 28.5042 -0.0019 0.0021 -0.0061
Si 2.7384 5.4332 28.4922 0.0156 -0.0043 0.0031
Si 8.2226 5.4013 28.5134 -0.0095 0.0084 -0.0054
Si 0.074 8.1877 28.5369 -0.0108 0.0036 -0.0065
Si 5.4623 8.1936 28.569 0.0031 -0.0043 -0.0072
Si 4.1018 1.3673 29.8781 -0.0726 -0.1674 -0.2818
Si 9.5708 1.3673 29.8781 0.3153 0.4802 -0.0064
Si 1.3673 4.1018 29.8781 -0.0299 -0.1652 -0.1668
Si 6.8362 4.1018 29.8781 0.1577 -0.4268 0.1213
Si 4.1018 6.8362 29.8781 -0.3933 -0.1132 0.1554
Si 9.5708 6.8362 29.8781 0.0885 -0.1204 -0.19
Si 1.3673 9.5708 29.8781 0.479 0.1123 0.0348
Si 6.8362 9.5708 29.8781 0.035 -0.2608 0.5719
Si 0 0 31.2454 0.1221 0.1524 -0.0477
Si 5.469 0 31.2454 -0.003 0.0076 0.0102
Si 2.7345 2.7345 31.2454 -0.0986 -0.0505 -0.051
Si 8.2035 2.7345 31.2454 0.0158 0.0805 0.0376
Si 0 5.469 31.2454 -0.0388 0.0409 -0.0115
Si 5.469 5.469 31.2454 -0.0933 -0.0382 -0.0514
Si 2.7345 8.2035 31.2454 -0.0007 0.0421 0.033
Si 8.2035 8.2035 31.2454 -0.1391 -0.04 0.0154
Si 1.3673 1.3673 32.6126 0.0064 -0.0504 0.0126
Si 6.8362 1.3673 32.6126 0.0357 -0.0429 -0.0228
Si 4.1018 4.1018 32.6126 0.0176 -0.0065 -0.0239
Si 9.5708 4.1018 32.6126 0.0044 -0.0344 -0.0148
Si 1.3673 6.8362 32.6126 0.0473 0.0253 -0.029
Si 6.8362 6.8362 32.6126 0.0885 -0.0154 -0.0013
Si 4.1018 9.5708 32.6126 0.0024 -0.0594 -0.025
Si 9.5708 9.5708 32.6126 0.0053 -0.0103 -0.0335
Si 2.7345 0 0.6835 0.0195 -0.0156 -0.0105
Si 8.2035 0 0.6835 -0.0564 0.0437 0.0157
Si 0 2.7345 0.6835 -0.0345 0.0384 0.0203
Si 5.469 2.7345 0.6835 -0.026 0.0189 0.043
Si 2.7345 5.469 0.6835 -0.0669 0.056 0.0093
Si 8.2035 5.469 0.6835 0.0137 -0.0132 -0.0005
Si 0 8.2035 0.6835 -0.0189 -0.0255 0.0418
Si 5.469 8.2035 0.6835 -0.0321 0.0716 0.0142
Si 4.1018 1.3673 2.0507 -0.0619 -0.0892 0.046
Si 9.5708 1.3673 2.0507 0.0757 -0.0812 -0.0514
Si 1.3673 4.1018 2.0507 0.0757 -0.0276 -0.0088
Si 6.8362 4.1018 2.0507 0.0911 0.0535 0.0553
Si 4.1018 6.8362 2.0507 -0.0268 -0.0621 -0.0063
Si 9.5708 6.8362 2.0507 -0.1049 -0.0133 0.0176
Si 1.3673 9.5708 2.0507 0.1517 0.1608 0.0305
Si 6.8362 9.5708 2.0507 0.0363 -0.1057 -0.0305
Si 0 0 3.418 0.0223 0.5903 -0.6338
Si 5.469 0 3.418 0.0689 0.0932 0.0945
Si 2.7345 2.7345 3.418 -0.0758 0.2625 -0.0284
Si 8.2035 2.7345 3.418 -0.0495 0.0615 0.3498
Si 0 5.469 3.418 -0.158 -0.1814 0.1261
Si 5.469 5.469 3.418 -0.1362 0.1243 0.3218
Si 2.7345 8.2035 3.418 0.2854 -0.0252 0.0142
Si 8.2035 8.2035 3.418 -0.4836 -0.3212 -0.4859
Si 1.2657 1.4838 4.7625 -0.0372 -0.0249 0.0027
Si 6.8057 1.394 4.8209 0.0065 0.0225 0.0117
Si 4.1078 4.0749 4.8268 0.0044 0.0427 0.0045
Si 9.5214 4.1454 4.8513 -0.0167 -0.0147 0.0066
Si 1.3605 6.8412 4.7545 0.0084 0.0156 -0.0118
Si 6.7935 6.89 4.8287 -0.0035 -0.0084 0.0006
Si 4.1324 9.5679 4.8008 -0.0117 0.0237 0.0016
Si 9.5379 9.6008 4.6365 0.0134 0.0327 0.0057
Si 2.6509 0.0389 5.9543 0.0086 0.0007 0.008
Si 8.2702 0.0026 6.0307 0.0115 -0.0131 0.0041
Si -0.0751 2.8321 6.3208 0.0018 0.0053 -0.0493
Si 5.4491 2.7036 6.3092 0.0076 -0.026 -0.007
Si 2.751 5.5515 6.1569 -0.021 -0.0594 -0.0332
Si 8.1004 5.4767 6.2265 -0.0112 -0.0171 -0.0153
Si -0.0833 8.2453 5.9379 0.0049 -0.0046 -0.0014
Si 5.5371 8.3308 6.3135 0.0126 -0.0116 0.0058
Si 3.6677 1.5328 7.4018 -0.0307 0.0482 -0.0024
Si 9.7887 1.0569 7.4713 0.0034 -0.0493 -0.0927
Si 1.6131 4.0104 7.5604 0.0349 0.0818 0.1566
Si 6.5352 4.3597 7.6695 -0.0162 0.0679 -0.1133
Si 4.3359 6.6811 7.4904 -0.0633 0.0539 0.062
Si 9.3745 7.1119 7.3168 0.0407 -0.0274 0.1037
Si 1.077 9.8066 7.1943 0.0179 -0.0767 0.2944
Si 7.2932 9.4708 7.575 0.0228 -0.05 -0.0744
O 1.8675 3.8937 25.0998 -0.0024 0.0002 -0.0099
O 7.1501 9.2605 25.3402 -0.017 0.0186 -0.0099
O 2.718 2.842 7.818 0.0096 -0.0282 -0.0477
O 8.3556 8.24 8.0204 -0.0229 0.0414 -0.0077
O 5.3942 5.5177 7.9649 0.0704 -0.0837 0.0252
O 0.0532 -0.0091 7.8508 0.0991 -0.0973 -0.029
O 4.1607 6.7354 25.2886 0.0082 -0.0041 -0.002
O 9.5409 1.2944 25.3343 0.0134 -0.0171 0.008
O 1.7276 8.9602 8.421 -0.0481 0.0798 -0.125
O 1.363 4.5962 9.3243 -0.0836 0.0713 -0.0901
O 8.9856 1.3319 8.875 -0.0415 0.0126 0.0825
O 6.9847 10.4618 8.878 0.0027 0.0743 0.0825
O 3.6699 0.6921 8.8365 0.0238 0.0074 -0.0208
O 3.6385 7.1853 8.8897 -0.0481 0.0836 -0.0146
O 7.0619 3.8823 9.1605 0.0121 -0.0345 0.1119
O 10.4343 6.3303 8.3427 0.0184 0.0534 -0.0622
O 3.849 2.1173 24.6942 -0.0052 -0.0227 0.0085
O 5.4255 0.0108 24.2973 -0.022 0.0132 0.0152
O 7.219 2.6999 24.7306 -0.0098 0.0143 -0.0001
O 11.1166 5.6907 24.2251 0.014 -0.0126 0.0078
O 9.284 7.1488 25.3642 -0.0173 0.0204 0.0062
O 2.2948 8.4513 24.4575 -0.0068 0.0173 0.0047
O 6.2147 5.1469 24.4501 0.0113 -0.0091 -0.0052
O 0.3781 10.3555 24.3774 0.0126 -0.0125 -0.0136
Si 2.4444 8.0722 9.5511 -0.078 -0.0428 -0.0739
Si 11.0197 6.6951 14.2818 -0.2231 -0.2292 -0.1688
Si 0.0092 -5.1498 17.1301 0.0029 0.0255 -0.1161
Si 4.1674 0.866 23.6923 0.0085 0.018 -0.0049
Si 7.4512 -2.0374 20.2883 -0.0034 0.0094 0.0034
Si 8.2981 0.7985 21.1992 -0.0006 0.0145 -0.0112
Si 1.7173 9.7371 23.6343 0.0082 0.0116 -0.009
Si 10.4976 9.4613 14.3915 0.0145 -0.0999 0.0059
Si 3.9212 9.8225 11.7633 -0.0823 -0.0459 -0.0527
Si 4.9345 16.162 12.0337 -0.222 0.0529 -0.0352
Si 6.9291 1.7896 16.7658 -0.0189 -0.012 0.0362
Si 4.638 7.4626 20.2114 -0.0173 -0.0033 -0.0174
Si 13.2308 8.5243 14.0922 -0.0154 -0.0357 -0.0634
Si 3.7551 1.5323 10.2476 -0.0961 -0.007 0.0099
Si 7.9262 11.4658 9.8435 0.0537 -0.099 -0.0793
Si 1.7311 8.3697 20.7611 0.0009 -0.0082 -0.0105
Si 2.5367 -5.4108 21.2296 -0.0139 0.002 -0.0084
Si 2.1853 4.005 10.888 -0.2148 0.1693 0.273
Si 8.2573 4.3852 17.5154 0.019 0.0155 0.0304
Si 6.9551 3.9148 23.6565 -0.006 0.0034 -0.008
Si 12.6217 3.6564 18.7819 0.0077 0.0059 -0.007
Si 6.3784 3.0911 10.4434 -0.1658 -0.0657 -0.0969
Si 4.5354 2.9585 18.3754 -0.0148 0.004 0.0105
Si 7.9483 -0.2555 14.9816 0.0063 -0.0504 0.0174
Si 10.2822 4.4845 12.1508 2.0254 2.2824 0.3245
Si -1.361 3.1192 22.536 -0.0028 0.0057 -0.0025
Si 6.2298 7.9161 12.2868 -0.0224 -0.0027 0.0144
Si 8.5781 9.6227 12.2605 0.022 -0.0161 0.0092
Si 5.5608 2.313 21.3545 -0.0022 -0.0018 0.0036
Si 12.026 4.4079 23.7735 -0.0039 0.0086 -0.004
Si 9.8675 2.7065 19.653 0.0064 -0.0008 0.0018
Si 11.187 5.9657 9.7244 -0.5034 -0.467 0.5652
Si -5.3364 5.868 17.6404 -0.0176 0.0115 -0.0025
Si -0.8463 -2.6054 18.9886 0.0206 -0.0063 -0.0153
Si 8.0085 10.1056 17.6891 0.0014 -0.0154 0.0044
Si 4.7878 6.7902 14.6498 -0.0231 -0.0013 0.0082
O 7.6299 10.2818 13.441 0.0006 0.021 0.0005
O 7.0015 9.5317 18.8431 0.0025 0.0055 -0.005
O 7.8189 8.1779 11.9788 -0.0048 0.0129 -0.013
O -1.5788 1.1802 19.9996 -0.001 0.0003 0.0018
O 4.5435 5.4909 13.6214 0.0383 0.0027 -0.0102
O 7.5111 9.6325 16.1931 0.0009 0.0172 -0.0103
O -1.4162 -1.3834 18.0387 -0.008 0.0077 0.002
O 4.8927 13.5735 9.9216 0.1007 0.0178 0.0233
O 5.4351 9.2426 11.7458 -0.0336 -0.0006 -0.0112
O 1.319 7.0753 10.2116 0.0884 0.1773 -0.0831
O 7.0658 1.1016 15.2782 0.0093 0.0114 -0.0278
O 8.4813 4.2148 23.114 0.0114 -0.0076 0.007
O 5.6226 6.6119 11.4834 0.0384 0.0074 0.0038
O 1.4948 6.7761 21.0592 0.0084 -0.0039 0.0149
O -2.1188 7.9847 20.022 -0.005 -0.0056 0.0084
O 10.1325 9.5634 12.7743 -0.0172 0.0244 -0.0048
O 15.748 4.4818 17.9014 0.0094 0.0095 0.0025
O 6.0667 8.12 20.814 -0.0018 -0.002 0.0089
O 2.8289 -0.0275 23.6174 -0.0112 -0.0166 0.0179
O 3.1529 9.5411 13.156 -0.0064 -0.0261 -0.0154
O 6.0106 3.5109 22.3866 -0.008 -0.0066 0.0046
O 9.9706 3.5709 21.0334 -0.001 -0.0014 -0.0061
O 2.2489 4.3533 20.148 -0.0075 -0.0038 0.0011
O -5.925 6.9917 18.6831 0.0083 -0.0067 0.0036
O 0.5454 -2.1093 19.7248 -0.0171 -0.001 -0.0003
O 8.6567 10.4819 10.8905 -0.0112 0.0053 0.0284
O 11.6347 6.1872 15.7142 0.0004 -0.0104 0.1349
O 12.0145 4.2662 11.9954 -0.3571 0.0717 -0.2356
O 9.6155 10.6488 15.1158 -0.0249 0.028 -0.0063
O 10.2617 5.5416 13.4648 0.0671 0.0054 -0.1934
O 0.4202 2.6363 19.0046 0.0019 -0.0007 0.0013
O 4.0042 11.4242 11.4581 0.0045 -0.0502 0.0195
O 1.3465 7.3518 13.4168 0.0194 0.0527 0.0559
O 12.1054 9.5402 14.7825 0.0057 0.015 -0.004
O 7.207 5.5942 17.894 -0.0064 -0.0019 0.0005
O 3.4351 -3.2473 14.9413 0.0068 0.0024 -0.0103
O 12.0876 4.8691 17.8428 -0.0003 -0.0137 0.0159
O 10.9889 3.203 23.3597 -0.0063 -0.0036 0.0128
O 5.9232 18.6387 13.8855 0.0015 0.0023 -0.0106
O 2.2192 4.8311 22.68 0.0018 0.0077 0.0014
O 6.8578 1.4732 20.8838 0.0063 -0.0071 0.0082
O 5.347 -4.615 16.0986 0.0041 -0.004 0.004
O 1.4511 -1.6697 22.1033 0.0022 -0.0058 0.0073
O -2.182 3.5415 18.8169 -0.0113 0.0058 -0.0071
O 9.5709 4.9784 16.7825 0.0335 0.0195 0.0034
O 9.4081 3.2718 12.1817 -1.4797 -1.9644 -0.0532
O 4.5132 1.372 22.1865 0.0031 0.0031 0.0139
O 3.3228 -2.4324 20.2446 0.0124 -0.0044 0.0095
O 2.916 2.7525 18.1763 -0.0087 0.005 0.0081
O 3.5422 4.8689 11.1829 0.1177 -0.0341 0.0356
O 6.0324 4.0285 11.7482 0.133 -0.0593 0.0068
O 10.0038 7.9267 14.7382 0.0189 0.1034 0.0111
O -6.0569 2.8365 19.9785 -0.0042 0.0034 -0.0141
O 7.8753 11.751 17.704 -0.0051 0.0121 -0.0039
O 7.9928 -0.8161 21.2963 -0.0045 -0.0055 0.0032
O 4.0742 6.1479 21.0782 0.0073 0.0087 0.0078
O 8.9475 1.5798 22.5161 -0.0041 -0.0045 0.0035
O 2.4277 2.4294 10.6185 0.0919 -0.1587 -0.1045
O 18.4356 3.3009 16.5735 -0.0019 -0.0055 -0.0222
O 3.0209 9.0729 10.6474 0.0708 0.0145 0.0383
O 10.0818 5.5263 10.8056 0.6366 0.0859 -0.3599
O 7.1157 1.657 10.682 -0.0223 0.1194 0.0255
O 10.5223 -3.9014 18.0993 -0.01 -0.0162 0.0033
O 5.4238 1.9181 17.4513 0.0202 -0.0049 -0.0083

Results
free energy: -133958.107 eV
free energy less fixed offsets of O -568.88, Si -635.61 eV per atom: 3.853 eV

The program warned: the cutoff lies below the one the program advises for these potential files; the forces do not sum to zero within the program's tolerance; the exchange-correlation potential is rough where the density is thin.
